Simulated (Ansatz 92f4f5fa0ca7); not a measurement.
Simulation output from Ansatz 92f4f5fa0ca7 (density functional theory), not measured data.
Periodic cell of 216 atoms, Si133O81H1N1, from a study of silicon, its oxide and their interface. The atomic structure is a simulated model.

Settings
functional: PBE
potential files: Ansatz PAW
basis: plane waves
wave-function cutoff: 700 eV
density cutoff ratio: 5
exchange-correlation grid ratio: 1
k mesh: 2 x 2 x 1, shifted by 0.5 0.5 0.5 of a step
self-consistency stop: 5e-08 eV per atom in the density residual
occupations: fixed
spin: none
net charge: 0

Cell vectors (angstrom)
a 10.938 0 0
b 0 10.938 0
c 0 0 31.6146

Atoms: element, x, y, z (angstrom)
Si 0.4559 -0.5284 24.2796
Si 4.6992 0.4904 24.0832
Si 3.1675 2.4158 24.1062
Si 7.7066 3.2064 24.1923
Si -0.7416 6.2274 24.3455
Si 5.9652 4.9665 24.3994
Si 2.0124 8.5397 24.1933
Si 8.6501 8.1374 24.2532
Si 1.3782 1.4056 25.3335
Si 6.6747 1.3589 25.3047
Si 4.1378 4.0498 25.5691
Si 9.4602 4.2069 25.4052
Si 1.2066 6.8379 25.5736
Si 6.8578 6.9563 25.3571
Si 3.9085 9.5672 25.3323
Si 9.6449 9.6584 25.6777
Si 2.6755 0.0305 26.817
Si 8.1176 0.0848 26.7904
Si -0.0304 2.7774 26.7281
Si 5.4768 2.6789 26.8874
Si 2.7116 5.4714 26.815
Si 8.1502 5.5573 26.841
Si -0.0187 8.2227 26.9806
Si 5.4033 8.2558 26.7277
Si 4.1018 1.3673 28.1963
Si 9.5708 1.3673 28.1963
Si 1.3673 4.1018 28.1963
Si 6.8362 4.1018 28.1963
Si 4.1018 6.8362 28.1963
Si 9.5708 6.8362 28.1963
Si 1.3673 9.5708 28.1963
Si 6.8362 9.5708 28.1963
Si 0 0 29.5636
Si 5.469 0 29.5636
Si 2.7345 2.7345 29.5636
Si 8.2035 2.7345 29.5636
Si 0 5.469 29.5636
Si 5.469 5.469 29.5636
Si 2.7345 8.2035 29.5636
Si 8.2035 8.2035 29.5636
Si 1.3673 1.3673 30.9308
Si 6.8362 1.3673 30.9308
Si 4.1018 4.1018 30.9308
Si 9.5708 4.1018 30.9308
Si 1.3673 6.8362 30.9308
Si 6.8362 6.8362 30.9308
Si 4.1018 9.5708 30.9308
Si 9.5708 9.5708 30.9308
Si 2.7345 0 0.6835
Si 8.2035 0 0.6835
Si 0 2.7345 0.6835
Si 5.469 2.7345 0.6835
Si 2.7345 5.469 0.6835
Si 8.2035 5.469 0.6835
Si 0 8.2035 0.6835
Si 5.469 8.2035 0.6835
Si 4.1018 1.3673 2.0507
Si 9.5708 1.3673 2.0507
Si 1.3673 4.1018 2.0507
Si 6.8362 4.1018 2.0507
Si 4.1018 6.8362 2.0507
Si 9.5708 6.8362 2.0507
Si 1.3673 9.5708 2.0507
Si 6.8362 9.5708 2.0507
Si 0 0 3.418
Si 5.469 0 3.418
Si 2.7345 2.7345 3.418
Si 8.2035 2.7345 3.418
Si 0 5.469 3.418
Si 5.469 5.469 3.418
Si 2.7345 8.2035 3.418
Si 8.2035 8.2035 3.418
Si 1.4027 1.3322 4.7346
Si 6.863 1.3363 4.8205
Si 4.2334 4.0128 4.6974
Si 9.6137 4.092 4.7901
Si 1.3961 6.8533 4.9082
Si 6.8099 6.8716 4.698
Si 4.0852 9.5508 4.9033
Si 9.66 9.4584 4.7697
Si 2.633 -0.004 6.2749
Si 8.2775 -0.1026 6.048
Si 0.1504 2.7704 6.1021
Si 5.5659 2.745 6.2316
Si 2.9769 5.4297 6.0268
Si 8.1813 5.5147 5.9995
Si -0.008 8.2214 6.4429
Si 5.5703 8.1771 6.2301
Si 3.7039 1.7984 7.3559
Si 9.9859 1.0107 7.1678
Si 2.0919 3.6318 7.2128
Si 6.6859 4.4896 7.479
Si 4.7671 6.2608 7.3831
Si 8.9293 7.245 7.3959
Si 0.7124 10.2322 7.6714
Si 7.434 9.0937 7.422
N 7.7784 4.0275 8.8954
O 7.4201 9.3252 9.0793
O 8.5158 6.7148 8.9703
O 0.7864 10.2019 9.3676
O 4.0602 1.3543 8.9317
O 2.001 4.3222 8.723
O 9.2356 1.6297 8.4949
O 4.0996 6.7831 8.8077
O 8.586 9.0208 22.7849
O 8.27 2.8166 22.6624
O 5.1096 5.1857 23.0064
O 8.0904 2.8561 19.9941
O 10.8455 10.502 22.7072
O -0.4428 6.3248 22.7098
O 1.8516 7.8723 22.635
O 4.6143 -0.0491 22.4928
Si 8.8504 5.2419 9.5995
Si 0.338 10.3314 10.9438
Si 4.3576 7.0713 10.3764
Si 1.9286 9.9825 16.269
Si -4.6843 6.4403 15.0256
Si 1.9007 3.1803 18.4855
Si 14.2099 6.557 14.3029
Si 5.4376 0.1265 21.0945
Si 3.8338 -0.0736 13.9734
Si 5.3142 0.9858 9.8986
Si 8.0803 2.361 9.358
Si 0.3788 12.6584 16.3862
Si 0.9512 6.6673 21.9378
Si 4.6807 1.7082 18.5713
Si 7.9879 1.8904 21.3464
Si 2.7439 8.8012 12.287
Si 6.8776 3.8724 19.4941
Si 6.171 -4.6488 17.9422
Si 4.2453 2.4701 12.4044
Si 10.3564 2.2765 11.3001
Si 5.1736 5.4597 21.4298
Si -1.8092 -3.959 14.1993
Si 2.7496 8.7166 18.6656
Si -4.5004 3.5621 14.2043
Si 2.8901 4.9163 11.8416
Si 11.774 4.4589 9.8227
Si 5.4304 -2.6933 20.1812
Si 10.3806 8.3522 16.573
Si 2.5454 4.0141 21.3596
Si -1.8279 4.4146 12.6889
Si 8.9618 10.9454 15.3881
Si 10.9695 8.3987 19.6049
Si 6.5325 9.2065 10.4484
Si -1.4154 10.0463 21.8586
Si -4.8695 0.8335 15.8376
Si 8.8515 9.5577 12.5298
Si 3.063 5.927 17.4177
O 0.2108 0.9005 11.5758
O 2.8445 5.2445 13.4342
O 8.7611 2.2148 10.8574
O 6.2418 4.8244 15.1957
O 3.9109 4.6841 20.7427
O 2.8274 2.9041 22.5334
O -9.876 0.2977 16.7902
O 4.1967 5.6673 11.1919
O 5.1794 1.7161 11.3294
O 2.4689 18.1023 18.2758
O 10.2951 3.2638 12.6112
O 5.1787 7.087 21.3029
O 4.5633 0.6484 19.8161
O 3.1867 8.0614 10.9119
O -4.5376 2.2577 15.1417
O 2.5619 -0.5541 14.8447
O 1.7219 3.3418 20.1139
O 8.7533 5.0999 11.2329
O 5.3131 0.9877 17.2585
O 11.4492 7.0621 20.4205
O -1.1277 1.3561 15.8052
O 6.5191 7.0109 16.5262
O 1.3684 -1.3683 11.932
O 6.4661 1.3335 21.4364
O -3.7798 5.0167 18.3298
O -2.0436 -0.2344 13.7376
O -1.1645 9.7667 11.1945
O 9.9143 -1.6895 20.4956
O 10.4495 5.1606 9.1938
O 12.4129 5.2861 11.0877
O -5.5747 10.328 10.1998
O 5.8303 7.7344 10.6026
O 0.537 2.579 17.7925
O 2.2042 4.6195 17.795
O 1.7533 5.2621 22.0166
O 0.9875 8.6519 16.132
O -4.7924 -1.329 20.7481
O 7.3605 9.4662 11.8447
O 3.0686 3.307 11.6624
O 15.8136 6.9219 14.3019
O 6.5083 4.7763 20.8084
O -9.7725 13.4971 15.2325
O -1.2148 16.5134 13.6399
O -3.4404 -3.9988 14.1272
O -1.3919 -1.2668 16.1797
O 10.2785 8.0047 18.1692
O 9.4814 8.2147 13.2115
O 3.5582 12.3709 13.4378
O -3.1234 3.711 13.3634
O 5.6411 2.9576 18.9717
O 3.9757 -2.1645 19.7011
O 6.6999 1.5119 9.2061
O -3.4531 0.1048 16.0409
O 6.3057 7.5233 19.0112
O 12.3151 9.2994 19.3328
O 2.8552 6.2714 15.8383
O 2.5005 7.7848 13.5466
O 8.8901 0.5346 21.3432
O -7.8289 9.611 17.3426
O 3.9313 9.8428 12.7098
O 4.6352 5.7243 17.831
O 5.1967 3.5341 13.1684
O 3.179 2.1997 18.1994
O 11.2938 2.9546 10.1721
O 5.1963 -0.1155 14.8435
O -1.1738 7.1231 15.6953
H -10.2356 13.6594 14.3926

Results
free energy: -131032.201 eV
free energy less fixed offsets of H -17.10, N -388.26, O -569.03, Si -635.61 eV per atom: 0.719 eV

Forces (eV/angstrom), in the order of the atoms: element, x, y, z
Si -0.0113 -0.0702 -0.0467
Si -0.0141 0.0202 -0.0472
Si 0.0417 -0.0099 -0.0412
Si -0.0169 0.0331 -0.0474
Si -0.0193 0.0789 -0.0474
Si -0.0291 -0.0622 -0.032
Si -0.0704 0.0145 -0.0505
Si 0.0639 -0.0078 -0.0506
Si 0.0084 -0.0407 0.0311
Si -0.0121 0.023 -0.0072
Si -0.0199 -0.0357 -0.0449
Si 0.0231 0.0235 0.0263
Si 0.0023 0.0226 -0.0083
Si 0.0088 -0.052 0.0253
Si 0.011 -0.0032 0.0101
Si 0.0008 -0.0073 -0.0395
Si 0.0089 -0.001 -0.0347
Si -0.0246 0.0327 0.0881
Si -0.0029 0.0071 0.0362
Si 0.0106 -0.0127 -0.0321
Si -0.0036 0.0046 0.0643
Si -0.0009 -0.0085 -0.0405
Si 0.0108 0.0039 -0.0371
Si -0.0022 -0.004 0.0542
Si -0.1757 -0.4551 0.3286
Si -0.1913 0.4048 -0.5288
Si -0.1851 -0.1276 -0.3455
Si 0.0146 0.1336 0.0823
Si -0.0229 0.188 -0.4679
Si -0.3382 -0.1953 0.7879
Si 0.2353 0.3994 0.6847
Si -0.3213 0.1062 -0.5354
Si 0.0621 -0.0659 -0.0169
Si -0.1145 -0.1055 0.0255
Si -0.0336 -0.0608 -0.0428
Si 0.1923 0.0989 0.007
Si -0.0798 -0.0673 0.0007
Si -0.0099 -0.0697 -0.0411
Si 0.0938 0.0912 0.0209
Si 0.0214 -0.1187 -0.0101
Si -0.0267 0.0572 0.0074
Si -0.0205 0.0168 -0.0347
Si -0.0338 0.0509 0.0041
Si -0.0234 0.0364 0.0067
Si -0.0211 -0.0201 -0.0326
Si -0.0159 0.0577 0.0167
Si 0.0427 -0.0153 0.0149
Si -0.0678 0.0617 0.0029
Si 0.0576 -0.0783 -0.0233
Si -0.0162 0.0486 -0.0098
Si -0.0057 -0.0128 0.0188
Si 0.0576 -0.0621 0.0121
Si -0.0108 0.0372 -0.0081
Si 0.1231 -0.1231 -0.0231
Si 0.0331 -0.0562 0.0083
Si -0.056 -0.0029 0.0253
Si -0.1147 0.0166 -0.0521
Si -0.0738 -0.0481 0.0359
Si 0.0805 0.1003 0.0602
Si 0.0529 0.2038 -0.0453
Si -0.0384 -0.1344 0.0347
Si -0.0892 0.0454 -0.0355
Si 0.013 0.1023 -0.0082
Si 0.0915 0.0238 0.0435
Si 0.0407 -0.3077 -0.2283
Si -0.2743 -0.0722 0.6083
Si 0.359 -0.2844 -0.4003
Si 0.1125 -0.1099 0.2721
Si 0.265 0.3281 0.4414
Si 0.1679 0.0172 -0.8352
Si -0.0542 0.0544 0.645
Si 0.3168 -0.0513 -0.5145
Si 0.0095 -0.0215 0.0363
Si -0.0141 0.0056 -0.0673
Si 0.0184 0.0038 0.0455
Si 0.0077 -0.0014 -0.0665
Si -0.0295 0.0377 -0.0374
Si 0.0015 0.0012 0.0331
Si -0.0111 -0.0048 -0.065
Si 0.0196 -0.0024 0.0271
Si -0.0167 -0.0017 0.0165
Si -0.0245 -0.0128 0.0141
Si 0.0289 -0.0249 0.0036
Si -0.0132 0.0434 -0.0199
Si -0.0041 -0.0065 0.0194
Si 0.0055 -0.0102 0.0202
Si -0.0245 0.028 -0.0508
Si 0.0302 -0.0105 -0.0187
Si -0.0408 0.0096 0.0451
Si 0.0132 -0.0406 0.0404
Si 0.0466 -0.0154 0.0401
Si 0 0.0519 0.0248
Si 0.0146 -0.0671 0.0476
Si -0.0668 0.0207 0.0497
Si -0.0416 0.0597 0.0457
Si 0.0357 -0.0399 0.0495
N -0.0269 -0.0158 -0.006
O -0.016 0.0052 -0.0051
O 0.0201 -0.0018 0.0003
O -0.0006 -0.0101 0.0015
O 0.0294 0.0049 0.0038
O -0.0229 -0.0042 -0.0034
O 0.003 0.0057 -0.0093
O 0.0214 -0.0038 -0.0003
O 0.0172 -0.0054 0.0013
O -0.0161 -0.019 -0.0071
O 0.0252 0.023 -0.025
O -0.0314 -0.0016 0.0207
O -0.0132 -0.0025 0.0134
O 0.0147 -0.011 0.0061
O -0.0021 -0.0096 0.006
O 0.0167 0.0042 0.0036
Si 0.008 0.0155 -0.0029
Si 0.0033 -0.0001 0.0043
Si 0.0035 0.0018 0.0069
Si 0.0018 -0.0012 0.0004
Si 0.0012 0.0069 0.0026
Si -0.005 -0.0017 0.0011
Si -0.007 0.0011 0.0021
Si 0.0036 -0.0007 0.0021
Si -0.0006 0.0008 0.0011
Si 0.0037 -0.0029 -0.0048
Si -0.0117 -0.0061 0.0087
Si 0.002 0.0055 0.0051
Si 0.0036 -0.0023 -0.003
Si -0.001 -0.0014 0.0013
Si 0.0027 -0.0003 -0.0011
Si -0.0024 -0.0007 -0.0008
Si 0.0066 0.0018 0.0015
Si 0.0072 0.0004 0.001
Si -0.0037 0.001 -0.0021
Si 0.006 0.0031 0.003
Si 0.0057 0.0018 0.015
Si 0.0051 -0.0026 -0.0005
Si 0.0009 0.0055 0.0015
Si 0.0024 -0.0001 -0.0004
Si -0.0053 -0.0032 0
Si 0.0002 -0.0064 0.0065
Si 0.004 -0.0006 0.0068
Si 0.0004 -0.0083 0.0045
Si -0.0006 0.0075 -0.0092
Si 0.0074 -0.0024 0.0039
Si -0.0008 0.0025 -0.0009
Si -0.004 -0.0023 -0.0008
Si -0.0068 0.0028 0.006
Si -0.0094 0.0047 -0.008
Si -0.0042 -0.0063 0.0025
Si -0.0026 0.0013 -0.0008
Si -0.004 -0.0014 0.0008
O -0.0029 -0.0012 0.0001
O 0.0019 0.0095 -0.0157
O 0.0089 -0.003 0.0001
O 0.0024 0.0162 -0.0193
O -0.0088 -0.0106 0.0106
O 0.0001 0.0136 0.0209
O 0.0094 -0.0076 -0.0141
O -0.0243 0.0065 -0.0028
O -0.0172 0.0027 -0.0035
O 0.0204 0.0078 -0.0129
O -0.0108 0.0029 -0.0161
O 0.0072 0.0037 -0.024
O 0.0189 0.0143 -0.0014
O 0.0194 -0.0097 0.014
O -0.0092 -0.0039 -0.0073
O 0.0112 0.0033 0.014
O 0.0225 0.0106 -0.0092
O 0.0097 -0.0034 0.0014
O 0.0016 0.0063 -0.0034
O -0.0057 0.0269 0.0128
O 0.0068 -0.0215 -0.0014
O -0.0127 -0.0166 -0.0072
O 0.0038 0.0038 -0.0072
O 0.014 0.0045 -0.0123
O -0.0293 0.0119 0.0031
O -0.0033 -0.0172 0.0182
O 0.0181 -0.0079 -0.001
O 0.0187 -0.0093 0.007
O 0.006 0.0028 0.0166
O 0.0124 -0.0139 -0.0048
O 0.0097 0.0106 -0.006
O -0.0181 0.0132 -0.0143
O 0.0271 0.0052 -0.0036
O 0.0131 -0.0065 0.01
O 0.0045 -0.0101 -0.0119
O -0.0091 0.0229 0.01
O -0.0189 0.0071 0.0005
O -0.0051 0.0015 -0.0118
O 0.0181 0.0157 0.014
O -0.0004 -0.0161 0.0173
O -0.0173 -0.0047 -0.0065
O -0.0526 -0.0064 -0.0388
O -0.0256 0.0077 -0.0094
O 0.0002 -0.0214 0.0151
O 0.0123 -0.005 -0.0085
O 0.0201 0.0179 -0.003
O -0.0023 -0.004 0.0142
O 0.0182 -0.01 -0.0066
O -0.0011 0.0113 0.0051
O 0.0041 -0.0074 0.0014
O -0.0067 -0.015 -0.0167
O 0.0028 -0.0069 0.0183
O 0.0029 0.0101 -0.0112
O -0.0197 -0.013 0.0073
O -0.0038 -0.0291 -0.0096
O 0.0132 0 0.0069
O 0.0204 0.0016 -0.016
O 0.0018 0.0068 0.0076
O -0.0315 -0.0124 0.0064
O -0.0276 -0.004 0.0103
O 0.0039 0.0152 -0.001
O 0.0074 -0.0165 0.0048
O -0.0062 0.0151 0.007
O -0.0081 0.0122 0.0238
O -0.0119 0.0226 0.0001
O 0.0034 0.023 -0.0084
H 0.0345 -0.0102 0.0543

The program warned: the cutoff lies below the one the program advises for these potential files; the forces do not sum to zero within the program's tolerance; the exchange-correlation potential is rough where the density is thin.
